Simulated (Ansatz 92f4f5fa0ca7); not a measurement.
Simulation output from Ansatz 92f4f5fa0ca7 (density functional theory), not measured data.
Periodic cell of 157 atoms, Si96O55N6, from a study of silicon, its oxide and their interface. The atomic structure is a simulated model.

Settings: functional r2SCAN; potential files Ansatz norm-conserving; basis plane waves; wave-function cutoff 1300 eV; density cutoff ratio 4; exchange-correlation grid ratio 1; k mesh 2 x 2 x 1, shifted by 0.5 0.5 0.5 of a step; self-consistency stop 5e-08 eV per atom in the density residual; occupations Fermi-Dirac, 0.05 eV; spin none; net charge 0.

Cell vectors (angstrom)
a	10.88	0	0
b	0	10.88	0
c	0	0	22.4886

Atoms: element, x, y, z (angstrom)
Si	0.3193	-0.5887	-0.0854
Si	1.7236	2.9818	-0.9894
Si	0.4038	4.8812	-0.1731
Si	2.4547	7.9101	0.1702
Si	5.4126	0.402	-0.4925
Si	7.3211	2.9014	-0.5612
Si	4.4473	3.4322	-0.6645
Si	8.3224	8.1076	-0.3969
Si	1.1972	1.1598	1.3005
Si	4.683	4.5187	1.4812
Si	1.266	6.4502	1.4695
Si	3.8983	9.2024	1.4266
Si	6.8028	1.3594	1.1107
Si	9.5336	4.2252	1.2806
Si	6.496	6.286	1.4545
Si	9.4991	9.3361	1.2671
Si	-0.1335	2.607	2.6032
Si	2.6634	-0.0908	2.6807
Si	-0.0535	8.01	2.7379
Si	2.8147	5.3416	2.752
Si	5.569	2.6867	2.6451
Si	8.1609	-0.0363	2.548
Si	5.4498	8.0272	2.7054
Si	8.1846	5.4063	2.8106
Si	1.3105	3.9599	3.9827
Si	4.0927	1.3318	3.9734
Si	1.3088	9.4749	4.0616
Si	4.0672	6.8033	4.1204
Si	6.864	4.0072	4.1227
Si	9.4493	1.3145	4.0373
Si	6.7976	9.4989	3.9765
Si	9.4525	6.786	4.1742
Si	-0.0427	-0.0049	5.4133
Si	2.7366	2.692	5.3325
Si	0.0086	5.4064	5.4157
Si	2.7261	8.204	5.4497
Si	5.4476	-0.0275	5.37
Si	8.1963	2.6769	5.501
Si	5.4903	5.4719	5.429
Si	8.1118	8.2131	5.4597
Si	1.428	1.3243	6.6994
Si	4.0257	4.1482	6.6633
Si	1.3094	6.8876	6.7587
Si	4.1234	9.5351	6.8407
Si	6.7981	1.3119	6.7897
Si	9.5396	4.0853	6.8421
Si	6.7736	6.8809	6.865
Si	9.4531	9.5847	6.8211
Si	0.1674	2.7211	8.0674
Si	2.7262	-0.0011	8.1737
Si	-0.0342	8.2494	8.1696
Si	2.7733	5.62	8.0519
Si	5.3506	2.7649	7.9835
Si	8.1235	-0.0022	8.2913
Si	5.4483	8.2387	8.3343
Si	8.1634	5.5338	8.2178
Si	1.3752	4.3085	9.3114
Si	3.9915	1.5218	9.4012
Si	1.4238	9.4624	9.5908
Si	4.0365	6.8931	9.643
Si	6.5427	4.2363	9.3048
Si	9.7196	1.3786	9.4299
Si	6.6814	9.6823	9.8126
Si	9.5862	6.8942	9.5938
Si	0.6104	-0.2198	11.4635
Si	2.8732	3.1885	10.6046
Si	0.2431	5.7266	10.8401
Si	2.4308	7.9554	11.0489
Si	5.547	0.5622	10.8095
Si	7.5972	2.9208	10.7975
Si	5.1222	5.2142	10.8612
Si	7.8996	8.7869	11.6293
Si	-0.7731	1.8591	14.2858
Si	1.8215	1.4905	12.6858
Si	-2.6485	9.0806	16.1009
Si	3.2868	9.2241	13.9234
Si	9.0581	4.4511	12.9708
Si	8.0592	7.2139	18.3061
Si	6.8024	6.4093	13.3167
Si	9.2573	9.9685	13.2232
Si	-4.5464	4.9421	17.56
Si	4.0167	1.1533	13.4568
Si	2.448	8.278	16.4982
Si	-0.1564	8.0847	18.0773
Si	4.7519	1.3067	18.1311
Si	5.7091	2.5855	15.6437
Si	5.3631	7.7089	15.505
Si	7.3676	9.3772	20.4354
Si	4.029	6.7879	18.2828
Si	3.0235	1.286	20.3408
Si	2.3603	5.7238	20.5165
Si	8.4398	1.2823	16.5575
Si	3.6403	9.6745	18.7811
Si	10.1705	-1.2636	20.4315
Si	7.5065	13.4162	19.0225
Si	10.324	6.7581	19.9461
O	1.4208	-1.8194	22.1423
O	4.6133	-0.7915	22.7333
N	3.0141	4.1575	-1.4493
O	2.1095	2.2956	22.9723
O	-2.4746	3.8878	22.618
O	3.0074	6.9361	21.4456
O	5.0803	5.5562	18.413
O	2.9918	-0.3693	20.0467
N	4.3568	1.6886	-1.0802
O	6.0114	3.7862	-1.0877
O	8.6983	-0.5902	-2.3934
O	8.0487	13.3148	20.5345
O	7.3315	6.8571	22.5942
O	8.8887	6.1781	19.2941
O	6.6554	-2.2996	16.0395
O	-1.6769	0.7241	13.5089
O	0.8064	1.7064	13.9737
O	1.7503	2.8398	11.7661
O	-0.6057	4.973	12.0295
O	-1.008	1.5706	15.8657
O	-1.8307	13.6188	10.0881
O	2.8854	8.8729	12.3812
O	4.9138	0.3842	12.3228
O	6.8812	1.4971	11.0898
O	7.8953	3.6415	12.1978
O	9.6579	3.4048	14.0513
O	4.0283	4.0866	11.4025
O	5.9126	5.612	12.2293
O	8.8854	7.7473	10.8341
O	7.0221	7.9009	12.712
O	-0.6856	0.6016	10.81
O	-2.7737	-0.2842	16.6595
N	-1.7576	8.123	17.2715
O	1.371	-4.1279	11.5301
O	2.1633	8.6394	14.9486
O	-9.8423	7.6297	17.0397
O	3.5089	10.7712	14.3726
O	4.6829	8.5211	14.2898
O	5.9846	6.4214	14.7304
O	4.8576	10.5729	18.2004
O	8.5995	1.8569	18.0566
O	7.2737	14.9307	18.5046
O	10.9701	9.4887	18.9708
O	8.2543	5.7072	13.6236
O	4.9932	13.1883	14.1948
O	8.9734	9.1533	14.6417
N	3.9671	7.347	16.6201
O	-3.6512	2.0013	15.7197
O	6.1667	-0.4365	20.7677
O	-0.0963	-1.1758	12.6487
N	0.5987	5.7045	20.6936
O	2.6149	9.549	17.5166
O	2.6964	6.0891	18.9488
O	4.1969	-2.6982	19.1556
O	7.1983	6.2811	17.2594
O	3.4006	1.8726	18.8387
N	9.7412	-2.8848	21.0345
O	5.8141	4.124	16.2354
O	6.0651	12.7254	18.8712
O	4.6917	12.6567	16.601
O	7.1299	8.2715	19.188

Results
free energy: -38578.735 eV
free energy less fixed offsets of N -289.75, O -463.61, Si -117.95 eV per atom: -18.485 eV
pressure: -1.31 GPa
stress xx, yy, zz, yz, xz, xy (GPa, positive in tension): 0.78, 1.1, 2.03, 1.94, 0.07, 0.15

Forces (eV/angstrom), in the order of the atoms: element, x, y, z
Si	0.0614	-0.3642	-0.1428
Si	0.3074	0.344	0.4359
Si	-0.3729	0.1334	-0.1675
Si	-0.4163	-0.5787	0.0451
Si	-0.2672	-0.743	-0.1589
Si	1.0378	1.061	-0.4529
Si	0.0691	0.7148	-0.2019
Si	-0.6365	-0.0629	0.4634
Si	0.6177	0.2681	-0.1745
Si	-0.3964	-0.2786	-0.5474
Si	0.0714	-0.0047	-0.1487
Si	0.546	0.514	-0.3224
Si	0.0275	-0.1199	0.1968
Si	-0.1568	0.026	-0.9022
Si	0.2981	0.3551	-0.2238
Si	-0.1723	0.0926	0.601
Si	-0.0703	0.2132	-0.0612
Si	-0.0476	-0.0552	0.1421
Si	-0.1647	-0.1816	-0.0591
Si	0.2685	-0.1167	0.1496
Si	-0.1469	0.0173	0.2579
Si	0.1232	-0.0759	-0.1664
Si	0.0376	0.0708	-0.1519
Si	0.0872	0.0125	0.0567
Si	0.1942	0.1013	-0.0874
Si	0.0815	0.1277	-0.2391
Si	-0.0106	-0.0828	0.0063
Si	-0.1328	-0.1801	0.1605
Si	0.1104	-0.2781	0.2501
Si	-0.1322	0.0352	0.0036
Si	-0.0642	0.0074	-0.1399
Si	0.1062	0.1573	-0.0057
Si	-0.0314	-0.0993	-0.1045
Si	-0.0651	-0.0613	-0.0348
Si	0.0218	-0.0497	0.0734
Si	-0.0662	0.0565	0.0319
Si	0.0239	0.0186	0.0904
Si	-0.0632	0.1267	-0.0145
Si	-0.0441	-0.0336	-0.0439
Si	0.076	0.028	0.0638
Si	0.0171	0.004	0.0752
Si	0.0472	0.0073	0.0728
Si	0.2001	-0.0597	-0.0799
Si	-0.0667	-0.0034	-0.0517
Si	-0.0457	0.0385	0.195
Si	0.0212	-0.136	0.1479
Si	0.0768	-0.066	0.088
Si	0.0184	-0.0373	0.1329
Si	0.1125	0.0542	-0.1737
Si	-0.1162	-0.1949	0.0491
Si	-0.0509	0.0668	-0.125
Si	-0.0978	0.0405	-0.0627
Si	0.0293	-0.011	-0.3152
Si	0.0055	0.1879	0.0257
Si	0.1308	0.0186	0.0688
Si	0.1515	-0.0471	-0.1449
Si	0.0135	-0.0216	0.1184
Si	-0.0533	0.0597	0.3213
Si	-0.0362	0.2818	0.0466
Si	-0.1669	-0.1541	0.5375
Si	-0.1387	0.1292	0.1716
Si	-0.4104	0.3999	0.8608
Si	0.0026	-0.2011	-0.4744
Si	-0.328	0.1758	0.3108
Si	-0.784	-0.0548	0.0367
Si	-0.1825	0.6346	0.4915
Si	0.172	-0.4393	0.4577
Si	0.0563	-0.2961	0.2848
Si	0.2647	0.3173	0.7011
Si	0.3598	-0.1642	0.0649
Si	-0.0788	-0.0257	0.3647
Si	-0.0179	-0.405	0.5412
Si	-0.2612	0.0309	0.5497
Si	-0.33	0.3485	0.529
Si	-0.1694	0.1786	0.3142
Si	0.1201	-0.4455	0.4015
Si	0.0773	0.0229	0.1338
Si	-0.301	-0.3173	-0.2781
Si	0.0077	-0.1602	0.4048
Si	0.0709	0.2552	0.4103
Si	-0.1247	0.0754	-0.0115
Si	0.6225	0.3202	0.4073
Si	-0.3956	0.0967	0.0206
Si	0.1268	0.0204	-0.403
Si	0.1575	0.0128	-0.417
Si	-0.0195	0.0692	0.2214
Si	-0.1314	0.0013	0.245
Si	-0.4867	-0.0337	-0.4063
Si	0.2515	-0.3516	0.1109
Si	-0.144	-0.3114	-1.1263
Si	0.2854	0.1148	-0.4823
Si	0.0926	-0.0816	0.1179
Si	0.2076	-0.0905	-0.2423
Si	-0.3854	0.3621	-1.0826
Si	0.0301	0.2037	-0.4242
Si	-0.3861	0.0797	-0.5516
O	0.1921	0.4972	-0.0046
O	-0.2213	0.0559	-0.1586
N	0.0232	-0.1542	0.182
O	-0.1939	-0.0504	0.3501
O	-0.3494	-0.1798	0.1147
O	-0.1464	-0.0919	-0.1919
O	0.1314	0.1931	-0.0998
O	0.0029	0.3744	0.2724
N	0.0594	-0.2726	0.4201
O	0.1207	-0.4952	0.2752
O	0.1454	-0.0956	0.142
O	-0.3274	-0.093	0.3516
O	0.2556	0.0668	-0.0257
O	0.0893	0.1764	0.2337
O	0.0504	-0.1246	-0.1222
O	0.0858	-0.1693	-0.0772
O	0.1867	-0.143	-0.5759
O	0.1823	-0.4087	-0.0989
O	0.0992	0.1626	-0.0401
O	-0.1844	-0.0341	-0.3581
O	-0.0741	-0.5599	-0.0659
O	-0.114	-0.3309	-0.3187
O	0.1974	0.004	-0.5919
O	-0.2034	0.0796	-0.2043
O	0.1529	-0.0415	-0.0108
O	0.0124	-0.1236	-0.3532
O	-0.0727	-0.066	-0.8195
O	-0.0484	0.0977	-0.2964
O	0.0704	-0.0876	-0.2656
O	0.1284	0.0303	-0.3025
O	0.4029	-0.0079	-0.4377
O	0.1571	-0.0109	-0.1571
N	0.4046	-0.0526	0.4303
O	0.0458	0.2873	-0.4366
O	0.2779	0.2059	-0.0876
O	0.1322	0.4392	0.0406
O	-0.0779	0.073	-0.2655
O	-0.1605	0.135	-0.1426
O	0.203	0.1457	-0.3986
O	-0.228	0.126	0.2197
O	-0.3186	0.0246	0.0584
O	-0.1324	-0.2444	0.1016
O	-0.2507	-0.2261	0.4381
O	-0.2133	-0.019	-0.2799
O	-0.3639	-0.5139	-0.3225
O	0.0578	0.2472	-0.3051
N	0.004	0.18	0.078
O	-0.1478	0.0107	0.045
O	-0.1162	0.2968	0.1181
O	0.2263	0.2943	-0.3848
N	0.0446	-0.3445	0.6592
O	0.1033	-0.1936	0.0953
O	-0.0518	0.1028	0.4731
O	-0.1747	0.1746	-0.0419
O	0.0709	0.0863	0.4588
O	0.1452	-0.3112	0.4776
N	0.3567	-0.6388	-0.2098
O	0.1092	-0.2858	0.127
O	0.0255	-0.0253	0.0383
O	0.2438	-0.0008	0.2415
O	0.2446	0.2162	0.361
